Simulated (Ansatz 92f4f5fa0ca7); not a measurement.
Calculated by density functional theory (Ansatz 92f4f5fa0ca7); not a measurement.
Periodic cell of 297 atoms, Si195O102, from a study of silicon, its oxide and their interface. The atomic structure is a simulated model.
Doubt: the cutoff is far below the 930 eV that the study's wrapper takes by default for these files, so forces and energies are approximate.

Settings
functional: PBE
potential files: Ansatz PAW
basis: plane waves
wave-function cutoff: 580 eV
density cutoff ratio: 5
exchange-correlation grid ratio: 1
k mesh: 1 x 1 x 1, Gamma-centred
self-consistency stop: 5e-08 eV per atom in the density residual
occupations: fixed
spin: none
net charge: 0

Cell vectors (angstrom)
a 11.6015 0 0
b 0 10.938 0
c 0 0 41.6335

Atoms: element, x, y, z (angstrom)
Si 0 0 0.9665
Si 3.8672 0 0.9665
Si 7.7343 0 0.9665
Si 1.9336 1.3673 0.9665
Si 5.8008 1.3673 0.9665
Si 9.6679 1.3673 0.9665
Si 0 5.469 0.9665
Si 3.8672 5.469 0.9665
Si 7.7343 5.469 0.9665
Si 1.9336 6.8362 0.9665
Si 5.8008 6.8362 0.9665
Si 9.6679 6.8362 0.9665
Si 1.9336 2.7345 40.6664
Si 5.8008 2.7345 40.6664
Si 9.6679 2.7345 40.6664
Si 0 4.1018 40.6664
Si 3.8672 4.1018 40.6664
Si 7.7343 4.1018 40.6664
Si 1.9336 8.2035 40.6664
Si 5.8008 8.2035 40.6664
Si 9.6679 8.2035 40.6664
Si 0 9.5708 40.6664
Si 3.8672 9.5708 40.6664
Si 7.7343 9.5708 40.6664
Si 0 0 4.8337
Si 3.8672 0 4.8337
Si 7.7343 0 4.8337
Si 1.9336 1.3673 4.8337
Si 5.8008 1.3673 4.8337
Si 9.6679 1.3673 4.8337
Si 0 5.469 4.8337
Si 3.8672 5.469 4.8337
Si 7.7343 5.469 4.8337
Si 1.9336 6.8362 4.8337
Si 5.8008 6.8362 4.8337
Si 9.6679 6.8362 4.8337
Si 1.9336 2.7345 2.9001
Si 5.8008 2.7345 2.9001
Si 9.6679 2.7345 2.9001
Si 0 4.1018 2.9001
Si 3.8672 4.1018 2.9001
Si 7.7343 4.1018 2.9001
Si 1.9336 8.2035 2.9001
Si 5.8008 8.2035 2.9001
Si 9.6679 8.2035 2.9001
Si 0 9.5708 2.9001
Si 3.8672 9.5708 2.9001
Si 7.7343 9.5708 2.9001
Si -1.7418 1.1027 31.0962
Si 3.8951 -0.3339 30.8854
Si 7.9896 -0.1904 30.7365
Si 0.1788 -0.1449 30.9666
Si 5.3918 1.4567 30.8795
Si 13.6937 1.1384 30.9685
Si -1.5442 6.847 30.8328
Si 2.9242 5.9778 29.6567
Si 5.8133 6.5541 30.2327
Si 2.1881 5.9859 31.7876
Si 7.9254 4.7624 30.6464
Si 11.6647 5.1806 31.0628
Si 1.905 2.5669 32.9184
Si 5.5659 2.8141 32.8317
Si 9.5859 2.4725 32.9852
Si -0.0932 3.8711 32.9794
Si 3.5332 4.2606 32.9842
Si 7.6796 3.8454 32.8177
Si 2.0121 7.9882 33.0313
Si 5.8292 8.0713 32.9963
Si 9.7707 8.2138 32.7939
Si 0.1433 9.4381 32.8871
Si 3.912 9.386 32.8795
Si 7.7304 9.4516 32.7647
Si 0.0185 -0.1092 34.8484
Si 3.854 -0.0881 34.7999
Si 7.6812 -0.0796 34.764
Si 1.9268 1.276 34.8889
Si 5.7373 1.3576 34.7768
Si 9.651 1.2124 34.9374
Si 0.0018 5.384 34.8607
Si 3.8366 5.4231 34.9891
Si 7.7464 5.3641 34.7448
Si 1.9268 6.7886 35.0246
Si 5.8174 6.7444 34.9215
Si 9.6776 6.7822 34.7532
Si 1.9189 2.6978 36.7986
Si 5.8121 2.6826 36.7709
Si 9.654 2.686 36.7973
Si -0.0207 4.0639 36.8138
Si 3.8735 4.0326 36.8528
Si 7.7353 4.0842 36.759
Si 1.917 8.2253 36.8611
Si 5.8017 8.1627 36.8056
Si 9.6409 8.1508 36.7471
Si -0.0323 9.5379 36.8184
Si 3.8753 9.5505 36.7953
Si 7.713 9.5548 36.7657
Si 0 0 38.7328
Si 3.8672 0 38.7328
Si 7.7343 0 38.7328
Si 1.9336 1.3673 38.7328
Si 5.8008 1.3673 38.7328
Si 9.6679 1.3673 38.7328
Si 0 5.469 38.7328
Si 3.8672 5.469 38.7328
Si 7.7343 5.469 38.7328
Si 1.9336 6.8362 38.7328
Si 5.8008 6.8362 38.7328
Si 9.6679 6.8362 38.7328
Si 1.9444 2.7288 6.7847
Si 5.8038 2.7706 6.7355
Si 9.6303 2.717 6.7852
Si -0.0224 4.0356 6.6688
Si 3.8656 4.1197 6.7672
Si 7.7401 4.1411 6.7958
Si 1.9513 8.2888 6.7004
Si 5.7931 8.299 6.7065
Si 9.6794 8.2622 6.7699
Si -0.0018 9.6525 6.8017
Si 3.8602 9.6725 6.8136
Si 7.7507 9.6299 6.82
Si -0.0403 0.1579 8.7357
Si 3.8159 0.0904 8.8052
Si 7.7451 0.0751 8.7928
Si 1.903 1.5113 8.83
Si 5.8261 1.4347 8.6576
Si 9.6298 1.5421 8.855
Si 0.0026 5.5399 8.4139
Si 3.9181 5.507 8.6852
Si 7.7393 5.5718 8.726
Si 1.9649 6.8059 8.4776
Si 5.8095 6.899 8.5648
Si 9.7035 6.9002 8.6953
Si 1.9304 3.1233 10.6673
Si 5.9562 2.7998 10.5915
Si 9.6543 3.243 10.6754
Si 0.0647 4.4968 10.4736
Si 4.0361 4.111 10.6198
Si 7.6856 4.5316 10.8516
Si 1.8135 7.999 10.4565
Si 5.6277 8.2228 10.4741
Si 8.4796 8.652 12.2041
Si 0.1619 9.6136 10.5174
Si 3.662 9.4276 10.6324
Si 7.0999 10.047 10.9108
Si 0.1472 -0.1747 12.5456
Si 4.1077 -0.963 12.8808
Si 7.308 1.6615 14.1058
Si 1.361 2.4838 12.8772
Si 6.1537 1.0187 12.1794
Si 10.0115 2.1896 12.7319
Si 0.3629 6.5046 11.7003
Si 4.2958 5.6494 13.4628
Si 10.2124 7.911 10.8472
Si 1.1817 6.3618 13.9127
Si 5.5464 7.4011 12.6585
Si 7.6606 6.4709 12.635
O 2.8922 9.7592 13.9364
O 6.4665 2.7364 14.981
O -1.7566 6.5286 18.5013
O 13.0212 11.7995 12.6302
O 4.6834 11.5219 12.9441
O 16.9225 8.9283 13.3606
O 7.549 8.5564 15.6342
O 5.0708 4.9863 14.7577
O -3.4336 6.2227 14.2273
O 7.4343 11.1871 14.9296
O 0.2469 5.3484 14.805
O 10.2936 11.526 12.5086
O 11.7011 10.099 29.441
O 10.0741 1.9955 29.7221
O 6.4121 5.0453 30.0921
O 6.7607 7.6456 29.5387
O 4.0555 9.7455 29.4161
O 3.0133 4.3793 29.4495
O 6.9055 1.0154 30.394
O -2.8232 4.225 29.3616
O 8.1012 9.8489 29.3309
O 1.9066 6.7105 28.5926
O 17.2318 6.9132 31.8009
O 10.1989 7.2948 29.231
Si 7.0521 5.1711 17.903
Si 2.4774 2.8979 15.7583
Si 1.4754 11.1467 17.1454
Si 7.3154 8.7067 28.4633
Si 11.8425 9.5564 21.4477
Si 1.5026 2.2855 24.7244
Si 5.7113 6.2742 20.5896
Si 1.5332 9.3506 14.7049
Si 1.5187 5.8624 23.0933
Si 2.5127 6.983 27.084
Si 5.4163 3.7217 15.7309
Si 2.5667 10.5191 26.0456
Si 2.5504 10.4758 19.9668
Si 9.2789 2.907 21.903
Si 7.9089 5.4544 22.6246
Si 2.0799 2.201 21.5974
Si 10.1735 3.4446 29.0178
Si 9.8586 7.8093 22.9843
Si 4.7866 9.1329 21.348
Si 3.454 2.9044 28.9767
Si 9.933 7.6474 27.6537
Si 8.2525 7.0713 15.6309
Si -0.8988 7.3577 17.3848
Si 4.4311 9.4368 27.845
Si 3.613 4.0836 26.1709
Si 9.4853 0.364 20.4188
Si 11.6166 10.2351 27.8234
Si 10.4875 1.9407 26.407
Si 4.0752 4.2499 22.1367
Si 11.6471 4.2501 21.0589
Si 10.2541 10.3582 17.6233
Si 9.9029 15.8258 18.4526
Si 8.1006 1.4794 24.4282
Si 8.3694 9.8731 15.0996
Si 7.6193 -0.9397 22.6321
Si 12.014 5.0683 16.4097
Si 11.5462 6.7897 25.3562
Si 6.1872 3.9229 24.4176
Si 2.3278 8.9636 23.3754
O 9.3009 -0.0953 18.8549
O 6.8345 6.32 21.77
O 10.6894 4.3671 17.0921
O 8.3711 15.2739 18.4276
O 1.1682 3.1554 20.6424
O 3.6869 9.0968 22.5307
O 2.1585 11.6737 20.9754
O 1.6251 9.7982 16.2576
O 4.0517 2.9208 16.1007
O -0.0841 11.3831 17.5663
O 3.6641 8.1224 27.2259
O 5.3435 3.846 23.0443
O 1.467 2.1743 23.1068
O 7.4916 0.044 23.9432
O 6.1462 -1.3367 22.0921
O 3.9868 10.6646 26.8449
O 2.4375 10.983 18.4318
O 3.5718 2.8188 21.5776
O 5.1318 4.2575 25.6026
O 0.5247 6.5414 17.1722
O 0.7192 5.5961 21.6877
O 9.089 1.4339 25.7266
O 10.7663 7.8363 24.3556
O 2.1802 0.9661 25.3476
O 0.5187 5.5578 24.3962
O 10.4741 6.4922 26.5908
O 1.0616 9.8565 22.8431
O 10.7032 3.6128 22.2084
O 10.2657 3.2192 27.4036
O 3.6524 2.9883 27.3726
O 8.541 8.751 23.1369
O 1.8972 1.4874 16.2673
O 1.4962 10.0754 27.1837
O 2.4709 3.5202 25.1571
O 11.5762 2.4096 25.2795
O 8.9991 1.9801 23.1854
O 4.5588 5.1696 20.8943
O 8.335 7.9469 27.4328
O 11.4031 2.8393 13.3304
O 6.0462 9.299 27.6374
O 7.4952 6.2512 16.7871
O 3.1957 5.5961 26.5896
O 2.686 9.4003 24.882
O 1.7254 4.1154 16.5698
O -0.857 4.4823 19.7508
O 2.9164 5.0209 23.0022
O 1.9036 7.4123 23.2544
O 13.0227 9.2989 20.3072
O 9.303 6.2909 22.7537
O 8.3195 -0.2864 21.3219
O -2.2574 1.9875 20.5514
O 6.0187 4.1572 17.1763
O 10.6951 9.0285 27.2668
O -1.7611 7.2965 15.9895
O 10.8761 19.8058 17.9271
O 4.1186 10.088 20.1943
O 11.0406 0.7064 27.2923
O 8.1525 4.0752 21.7709
O 6.8774 2.4948 24.7675
O 10.9524 10.8407 20.9768
O 6.3549 5.9386 19.1402
O 5.0199 7.7319 20.5689
O 10.8092 8.308 21.7333
O 1.2757 7.3874 26.1127
O 7.3374 5.0712 24.1314
O 9.4901 10.3207 16.1979
O 14.3403 5.8881 13.8766
O 8.9811 -1.5845 13.6591
O 1.2344 7.7718 14.6992
O 0.2194 9.9933 13.9788
O 4.398 6.6274 29.4496
O 4.8564 2.4292 29.6452
O 2.2905 2.9741 14.1299
O -3.0485 6.22 31.0465
O 2.2505 12.8369 29.4546
O 15.9236 4.6653 12.1712
O -0.1492 15.227 29.6221
O 8.7837 2.3435 13.8051

Results
free energy: -181968.218 eV
free energy less fixed offsets of O -568.88, Si -635.61 eV per atom: 1.492 eV

Forces (eV/angstrom), in the order of the atoms: element, x, y, z
Si -0.0076 0.0442 0.0185
Si 0.0012 0.0694 0.0138
Si 0.0052 0.0767 0.0204
Si 0.0009 -0.0531 -0.0025
Si -0.0007 -0.0188 -0.028
Si -0.001 -0.0396 -0.0023
Si 0.0174 -0.0064 -0.0104
Si -0.0127 0.0304 0.0167
Si -0.0061 0.0991 0.0014
Si 0 0.039 -0.0146
Si -0.0092 -0.0089 -0.0067
Si 0.0105 -0.0803 -0.0154
Si 0.0034 0.0486 0.0074
Si -0.004 0.0488 -0.0139
Si -0.0118 0.0375 0.0013
Si -0.0208 0 0.0001
Si 0.0004 0.0098 0.0235
Si 0.0008 -0.1005 -0.013
Si -0.0096 -0.0705 0.0528
Si 0.0103 0.001 0.0118
Si -0.0047 0.085 0.0106
Si 0.0046 -0.047 -0.029
Si -0.0023 -0.0774 -0.0247
Si -0.0027 -0.0904 -0.0474
Si -0.0156 0.1804 -0.0465
Si 0.0072 0.2917 -0.0007
Si 0.0411 0.171 0.1367
Si 0.0787 -0.0838 0.0699
Si 0.0347 0.0484 -0.1632
Si -0.1261 -0.1232 0.0429
Si -0.0482 0.0369 -0.3339
Si -0.0148 0.157 0.0677
Si 0.0148 0.171 0.1454
Si 0.0102 0.1988 -0.1962
Si -0.0054 0.1893 -0.1161
Si 0.0296 0.102 0.184
Si -0.017 0.0926 0.0618
Si 0.0021 0.0109 0.0308
Si 0.0235 0.089 0.0763
Si 0.0127 0.0888 -0.1072
Si 0.0081 -0.0351 -0.035
Si -0.018 -0.0913 -0.0298
Si -0.0157 -0.0864 -0.0616
Si 0.0028 -0.0393 -0.0675
Si 0.0014 0.0619 -0.0026
Si 0.0149 -0.0556 0.0152
Si 0.0107 -0.1079 0.0508
Si -0.028 -0.111 0.0549
Si 0.2099 0.2161 -0.025
Si 0.4102 -0.3153 -0.6877
Si -0.2052 -0.1708 -0.4584
Si 0.0172 -0.168 -0.2965
Si 0.0362 0.3233 -0.223
Si -0.0924 0.305 -0.4036
Si -0.0235 0.6494 -0.3034
Si -0.1993 0.2425 0.4134
Si -0.2833 0.2103 -0.4057
Si 0.1234 0.0431 -0.1204
Si -0.1693 -0.172 0.1908
Si 0.0684 -0.4718 -0.1495
Si -0.2216 0.0768 0.1849
Si -0.3255 -0.0211 0.1362
Si 0.1131 0.1794 0.34
Si -0.259 -0.267 0.0678
Si 0.2548 -0.1447 -0.1041
Si 0.0326 -0.0969 0.0301
Si -0.0327 -0.0149 -0.0246
Si -0.1072 -0.311 -0.1502
Si 0.1239 -0.1374 0.0116
Si 0.0821 -0.0328 0.2672
Si -0.153 0.0494 0.3997
Si 0.2223 0.2541 0.009
Si 0.1114 0.0581 -0.0821
Si 0.0676 0.1027 0.0562
Si -0.0237 -0.0003 -0.0992
Si -0.0044 -0.1032 -0.1226
Si -0.0803 0.0711 -0.1439
Si -0.0556 -0.1486 -0.2648
Si -0.0088 0.0958 -0.1512
Si -0.0014 0.1529 -0.0546
Si 0.0298 0.0788 -0.1884
Si -0.0371 -0.1066 0.0246
Si 0.0026 -0.1325 -0.0103
Si 0.0329 -0.0261 -0.1327
Si 0.0803 0.0757 -0.086
Si -0.0295 0.0446 -0.0768
Si -0.0214 0.0951 -0.0127
Si 0.0224 -0.0654 -0.0674
Si -0.0098 -0.0313 0.0586
Si 0.0412 -0.1175 -0.0392
Si -0.0321 -0.0133 0.0356
Si 0.0445 0.1525 0.0508
Si -0.0097 0.0661 -0.1125
Si 0.0283 -0.0972 -0.061
Si -0.0116 -0.0869 -0.1049
Si -0.0979 -0.1058 -0.0137
Si -0.1079 0.0395 -0.0021
Si 0.0488 0.0386 -0.1031
Si 0.0067 -0.0587 -0.1814
Si -0.0341 -0.204 0.0444
Si 0.0725 -0.1388 -0.039
Si -0.0167 -0.1462 0.1743
Si -0.0117 -0.0527 -0.0301
Si 0.0208 -0.0791 0.1283
Si 0.0043 -0.0732 -0.2163
Si 0.0182 -0.108 0.241
Si -0.0144 -0.1462 0.1447
Si -0.0697 -0.0944 -0.176
Si -0.0009 0.1422 0.0621
Si -0.0723 0.0155 -0.1054
Si 0.0054 0.058 -0.0201
Si 0.0153 -0.1292 0.0253
Si 0.0396 -0.2236 0.0429
Si 0.0113 -0.1217 0.1219
Si 0.046 0.1198 0.0013
Si 0.0255 0.072 0.0886
Si -0.1184 0.0677 0.0709
Si -0.017 -0.0317 0.0544
Si 0.0254 -0.0819 -0.0435
Si 0.0743 0.0088 -0.0544
Si 0.1302 0.1124 0.0311
Si -0.0249 -0.0207 0.2285
Si -0.1353 -0.0953 0.1952
Si -0.0099 0.0424 0.0108
Si 0.0472 -0.0163 0.1434
Si -0.0081 0.1782 0.0449
Si -0.0478 0.0324 0.226
Si 0.1015 0.0266 0.0099
Si -0.017 0.1217 -0.046
Si -0.1429 0.098 0.1349
Si 0.1279 -0.0609 0.1424
Si -0.0027 0.0975 0.1953
Si -0.1096 -0.2867 0.0562
Si 0.0509 -0.1307 -0.1779
Si 0.2067 -0.2644 0.0112
Si 0.0139 0.31 -0.2563
Si -0.0817 0.0071 0.3794
Si -0.0324 0.1391 -0.0863
Si 0.0185 0.0247 0.0039
Si -0.1514 0.1398 -0.329
Si 0.7342 0.4014 0.2414
Si -0.2088 -0.2156 -0.1167
Si 0.2481 -0.228 -0.0853
Si 0.0994 0.0561 -0.1971
Si -0.0694 -0.4019 -0.1488
Si 0.0931 0.052 -0.0696
Si 0.2372 -0.0599 -0.1007
Si 0.2722 0.0222 0.0226
Si -0.4866 -0.0241 0.1172
Si -0.2106 0.2358 -0.0745
Si 0.0412 0.0636 0.2778
Si -0.4448 0.1754 0.3107
Si 0.2251 0.2841 -0.3312
Si -0.3157 -0.0542 -0.2714
Si -0.3709 0.1282 -0.0809
Si -0.3149 -0.1354 0.5022
O 0.254 0.0156 -0.0648
O 0.0456 -0.0455 -0.0361
O -0.0144 -0.033 0.029
O 0.02 0.0494 -0.0503
O 0.3396 -0.1396 -0.2388
O 0.0542 -0.1961 0.1208
O -0.1337 0.0621 -0.0686
O -0.0342 0.1267 -0.2536
O 0.089 0.006 -0.1505
O -0.1417 0.0764 0.0734
O 0.0683 -0.0279 -0.0699
O -0.0042 0.1419 -0.1496
O 0.0127 0.0381 0.4329
O 0.0118 0.0092 -0.0961
O -0.189 0.0712 -0.098
O 0.0552 -0.0102 0.1771
O -0.1537 0.2169 0.5766
O -0.0161 -0.1545 0.0294
O 0.0903 -0.2813 0.2725
O -0.0769 -0.1285 0.1441
O 0.0866 0.2332 0.4143
O 0.1819 -0.1395 0.031
O 0.0241 0.1284 0.3372
O 0.0166 -0.1155 0.3896
Si 0.1736 -0.1098 -0.0525
Si -0.1816 0.0083 0.1988
Si -0.1008 0.1746 0.0664
Si -0.1307 -0.1453 -0.2503
Si 0.1202 0.0194 0.0263
Si 0.0013 -0.0871 0.1423
Si 0.1023 -0.1287 -0.1268
Si -0.304 -0.1073 0.2549
Si -0.1078 -0.0458 0.1407
Si -0.1192 0.0558 0.0111
Si -0.1387 -0.2072 0.2622
Si 0.0762 0.0693 0.1443
Si -0.1157 0.0332 -0.2063
Si -0.0076 -0.0531 0.0562
Si -0.0481 -0.0824 0.1099
Si -0.1426 0.1101 0.0815
Si 0.1237 -0.0094 -0.1585
Si 0.1321 0.0395 0.1461
Si -0.1773 0.0264 0.0448
Si -0.0087 0.0315 -0.2174
Si 0.1086 0.0242 -0.2066
Si 0.1582 -0.1779 0.0878
Si 0.0292 -0.0907 0.1201
Si -0.0836 0.1174 -0.3585
Si -0.1064 0.143 -0.0656
Si 0.0515 -0.0126 -0.1449
Si 0.187 -0.0373 -0.2674
Si 0.1105 -0.0975 -0.1588
Si -0.0032 0.0044 0.0576
Si 0.0701 0.0035 -0.0719
Si 0.2504 -0.0988 0.0856
Si -0.0163 0.0952 -0.2538
Si 0.0593 0.0463 0.1044
Si 0.1211 -0.2102 -0.0485
Si 0.149 0.0866 0.0747
Si -0.0457 0.076 0.203
Si 0.0827 0.0091 0.1727
Si -0.0476 0.0079 0.1488
Si -0.0078 0.0084 0.191
O -0.0962 0.0417 0.1402
O -0.0094 0.0548 0.0418
O -0.0137 -0.0165 -0.031
O -0.0437 0.0153 0.0223
O 0.0444 -0.0287 -0.0177
O 0.1189 -0.001 -0.0851
O 0.0007 -0.058 0.0443
O 0.0512 -0.089 -0.2424
O 0.1722 0.0586 -0.1251
O -0.0206 -0.0375 0.0124
O 0.079 0.0853 0.0397
O -0.0274 -0.0138 -0.0968
O 0.0177 0.0084 -0.1069
O -0.0383 -0.0834 -0.061
O -0.023 -0.0036 -0.0182
O 0.0137 -0.0703 0.1683
O 0.0296 -0.061 0.1125
O 0.1018 0.0143 -0.0379
O 0.0621 -0.0042 -0.0511
O -0.0467 -0.0636 -0.0531
O 0.0154 0.0128 0.0026
O -0.0335 -0.0135 -0.0435
O -0.0699 0.0216 -0.0991
O 0.0242 -0.0101 -0.0224
O 0.0384 0.0313 -0.0882
O -0.0333 0.0232 0.0921
O -0.0716 0.0095 -0.0558
O -0.0398 -0.0312 0.0785
O -0.0166 0.1405 0.2949
O -0.0117 -0.0675 0.1746
O -0.0733 0.0446 -0.0064
O -0.0097 -0.0305 -0.096
O -0.0556 -0.0187 0.1171
O 0.0654 0.0336 -0.0488
O -0.0578 -0.0042 0.0426
O 0.0326 0.0255 -0.0577
O -0.01 0.0152 -0.0064
O -0.067 0.002 0.1801
O 0.057 0.0702 0.0029
O 0.0261 0.013 0.1368
O -0.0466 0.0576 -0.0589
O 0.0192 -0.0806 -0.0173
O -0.0141 -0.0388 -0.112
O 0.0716 -0.0136 -0.096
O 0.0685 -0.054 0.1552
O 0.004 0.0111 -0.0222
O 0.0185 -0.0344 -0.0782
O 0.0111 0.0037 0.0097
O -0.0551 -0.0308 -0.0629
O -0.0984 -0.0349 0.0167
O -0.0283 -0.0265 -0.0132
O -0.0441 -0.0122 -0.0805
O -0.0316 -0.0148 0.066
O -0.0403 0.0088 -0.0961
O -0.047 0.0819 -0.0256
O 0.1237 -0.0286 0.0528
O -0.0721 0.0687 0.1442
O -0.0082 0.0365 -0.0396
O -0.003 0.0018 -0.0384
O -0.0017 -0.0016 0.059
O -0.0863 0.0952 0.1365
O -0.0074 0.0508 -0.0219
O -0.0347 0.0012 -0.0721
O -0.0328 -0.028 -0.108
O 0.0431 0.0405 -0.0587
O -0.0805 0.0307 -0.1419
O -0.0012 -0.235 0.0484
O -0.1324 -0.1378 -0.3131
O 0.1251 0.115 0.0452
O 0.0695 -0.1302 0.0476
O 0.3829 0.0312 -0.0591
O 0.0816 -0.059 0.1778
O -0.0248 0.0011 -0.1234
O -0.0119 -0.0087 0.0835
O -0.1401 -0.1239 0.2809
O 0.0071 -0.0885 -0.3789
O 0.1093 0.1541 0.2674
O -0.0047 0.009 0.0818

The program warned: the cutoff lies below the one the program advises for these potential files; the forces do not sum to zero within the program's tolerance; the exchange-correlation potential is rough where the density is thin.
